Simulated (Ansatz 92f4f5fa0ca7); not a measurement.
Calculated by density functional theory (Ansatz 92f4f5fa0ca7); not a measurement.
Periodic cell of 189 atoms, Si117O72, from a study of silicon, its oxide and their interface. The atomic structure is a simulated model.

Settings
functional: r2SCAN
potential files: Ansatz norm-conserving
basis: plane waves
wave-function cutoff: 1300 eV
density cutoff ratio: 4
exchange-correlation grid ratio: 1
k mesh: 2 x 2 x 1, shifted by 0.5 0.5 0.5 of a step
self-consistency stop: 5e-08 eV per atom in the density residual
occupations: Fermi-Dirac, 0.05 eV
spin: none
net charge: 0

Cell vectors (angstrom)
a, 11.2838, 0.0775, 0.0036
b, -0.2434, 11.7431, -0.0812
c, -3.2731, -0.3019, 24.9084

Atoms and the computed forces on them: element, x, y, z (angstrom), force x, y, z (eV/angstrom)
Si, -0.6824, -1.4275, 0.1613, 0.4599, 2.5168, -2.1669
Si, -0.9382, 4.1866, 0.3036, 0.4361, 0.183, 0.918
Si, -0.8604, 7.3793, 0.5999, -2.7548, -2.9477, -1.8661
Si, 3.0974, -1.1978, 0.2206, 0.7533, -0.3768, -2.2
Si, 2.939, 4.2783, -0.0065, 0.0026, 0.3428, -1.355
Si, 2.8121, 7.4457, 0.56, -0.1123, -1.14, -2.3353
Si, 6.7438, -0.3921, -0.0555, -0.1588, -0.3469, -0.8243
Si, 6.8515, 3.9129, 0.1705, 1.2503, -0.2234, -0.6116
Si, 6.5046, 7.0211, 0.3656, 1.0248, -1.9621, -1.6592
Si, 1.2247, -0.7062, 1.4063, -0.9684, -0.0524, 0.5751
Si, 1.1124, 3.5199, 1.4085, -0.3156, 0.9053, -0.6043
Si, 0.9274, 7.2791, 1.7858, 1.7366, -0.2762, 1.7102
Si, 4.9974, -0.6831, 1.5388, -0.1546, -0.1347, -0.3493
Si, 4.8727, 3.4921, 1.2976, -0.7064, -0.2856, -0.1851
Si, 4.7358, 7.2834, 1.7017, -0.0689, 0.058, 0.905
Si, 8.6979, -0.3766, 1.3618, 0.2699, 0.0799, -0.71
Si, 8.614, 3.6724, 1.7628, -0.2499, 0.197, -0.5249
Si, 8.3386, 7.4826, 1.7377, 0.8325, 0.1135, -0.8145
Si, 1.1394, 1.4418, 2.6091, 0.4743, -0.3763, -0.0451
Si, 1.0783, 5.2744, 3.0623, -0.031, 0.1166, -2.1481
Si, 1.0228, 9.2883, 2.944, -0.718, 0.2128, -0.6871
Si, 4.8159, 1.4307, 2.7082, 1.2393, 0.1328, -0.9484
Si, 4.8193, 5.2829, 2.8795, 0.1161, -0.0004, 0.1897
Si, 4.8248, 9.2518, 2.902, -1.0736, 0.0997, 0.1744
Si, 8.7638, 1.5251, 2.7781, -0.8377, 0.3262, 0.2044
Si, 8.537, 5.5885, 3.0621, 0.0433, -0.5067, 0.0299
Si, 8.3991, 9.557, 2.7865, 0.1796, -0.5003, 0.625
Si, -0.658, 1.4695, 4.12, 0.0008, 0.1149, -0.0382
Si, -0.7725, 5.3903, 4.2659, -1.1754, 0.4156, 1.1195
Si, -0.9076, 9.2695, 4.1953, -0.5696, 1.4249, -0.6101
Si, 3.047, 1.3974, 4.0916, -1.1188, 0.7394, -0.2286
Si, 2.9401, 5.2551, 4.2575, 1.1403, 1.3114, 0.8094
Si, 2.8374, 9.2554, 4.2373, 1.4364, 0.4049, 0.3763
Si, 6.7262, 1.4636, 4.1777, 0.6019, -0.3393, -1.1954
Si, 6.6692, 5.3703, 4.3283, -0.2513, -0.1857, 0.5833
Si, 6.6079, 9.3857, 4.2272, 0.8189, -0.5878, 0.9061
Si, -0.6905, -0.4176, 5.4927, 0.4826, -1.0787, 0.6473
Si, -0.7176, 3.3936, 5.4778, -0.7662, -0.0764, 0.17
Si, -0.8643, 7.4265, 5.5384, 0.0478, -0.7377, 0.832
Si, 3.1131, -0.4116, 5.4802, 0.0381, -1.221, 1.436
Si, 3.0364, 3.3294, 5.4629, -0.3582, -0.4068, 0.9912
Si, 2.9404, 7.3617, 5.6045, 0.756, -0.7904, -0.7042
Si, 6.844, -0.4243, 5.5665, 0.4271, -0.3125, 0.5938
Si, 6.7482, 3.3005, 5.5461, 0.4209, 1.2301, 0.0504
Si, 6.7383, 7.375, 5.5914, -0.9895, 0.6673, -0.2453
Si, 1.1959, -0.5036, 6.9502, 0.2437, 0.1104, -0.5618
Si, 1.0919, 3.3559, 6.8676, 0.8821, -0.1101, 0.0224
Si, 1.0832, 7.3484, 6.8743, -0.6496, 0.1733, 0.9607
Si, 5.0342, -0.4921, 6.9748, -0.977, 0.8311, 0.0717
Si, 4.9072, 3.4025, 6.9063, -0.4094, -0.1431, -0.046
Si, 4.8401, 7.4159, 6.9909, -0.0107, -0.2106, -0.3632
Si, 8.792, -0.4823, 6.9753, -0.4005, -0.0918, -0.1859
Si, 8.6667, 3.4587, 6.8861, 0.1857, -0.6168, 0.1188
Si, 8.527, 7.5655, 6.9982, 0.8935, -1.8351, -0.6845
Si, 1.1616, 1.4343, 8.2485, 0.9041, 0.0086, -0.8517
Si, 1.1021, 5.3187, 8.166, 0.9691, 0.6776, -0.789
Si, 1.1131, 9.3297, 8.3108, -0.6691, -0.6195, -0.3686
Si, 4.9723, 1.5387, 8.3315, 0.4783, -0.9568, -1.5106
Si, 4.9463, 5.3729, 8.1779, -0.0642, 0.3075, 0.0901
Si, 4.7107, 9.3507, 8.3098, 0.8765, -0.023, 0.75
Si, 8.7062, 1.4328, 8.2749, 1.7501, 0.8601, -1.8753
Si, 8.6773, 5.4722, 8.1699, 0.3308, 0.2644, -0.2545
Si, 8.5783, 9.3157, 8.4009, 0.3788, 1.2071, 0.3889
Si, 10.6221, 1.5999, 9.5398, -0.8328, -0.4658, 1.8705
Si, 10.6078, 5.5483, 9.5218, -0.8749, 0.1853, 1.3375
Si, 10.5418, 9.2827, 9.7716, 0.3206, 0.8979, 0.2525
Si, 3.1099, 1.3795, 9.549, -1.0666, -0.0195, -0.4041
Si, 3.0387, 5.3341, 9.4965, -0.4728, 1.1826, -1.0705
Si, 2.8755, 9.3157, 9.829, 0.5046, -0.3521, -0.2177
Si, 6.9419, 1.4934, 9.5043, -1.3813, -0.4568, 1.6256
Si, 6.8558, 5.4005, 9.547, 0.0919, -0.9914, 0.0235
Si, 6.7008, 9.3152, 9.7691, -1.6269, 0.3992, -0.4642
Si, 10.7284, -0.3275, 11.1109, 0.8113, 0.5081, -0.6425
Si, 10.6993, 3.6221, 10.8653, -2.0809, 0.0947, -1.8956
Si, 10.5809, 7.3794, 11.247, 0.5133, -1.4048, -0.4339
Si, 3.1153, -0.3645, 11.059, 1.9695, 0.0566, 0.076
Si, 3.0337, 3.3953, 10.5767, 1.193, -0.46, 0.6702
Si, 2.9505, 7.173, 11.0028, -0.4086, -0.5411, -0.1218
Si, 6.9002, -0.3163, 11.0576, 0.4604, -0.0536, 0.4273
Si, 6.9986, 3.3372, 10.8601, -0.2926, 0.9416, -0.3903
Si, 6.6756, 7.2262, 10.9218, 0.2838, 0.416, -0.3238
Si, 1.438, 0.1551, 12.3718, -2.4564, 0.7993, 3.3183
Si, 1.2748, 3.3267, 11.9213, 1.34, -0.0098, 2.6718
Si, 1.254, 6.4242, 12.5236, 0.5592, -0.5655, 1.9418
Si, 5.0389, 0.3899, 12.3417, -0.817, -0.3183, 1.0265
Si, 4.9479, 3.4345, 11.9134, -0.0595, 0.6637, 0.4809
Si, 4.8573, 6.583, 12.1486, -0.1267, -1.9649, 1.0761
Si, 8.8628, -0.6802, 12.3913, -0.8385, -1.7033, 2.0145
Si, 8.8724, 3.3623, 12.2284, -0.2645, 0.4609, 1.7322
Si, 8.4918, 7.7049, 12.2191, 0.1987, 0.6883, 2.2049
Si, 1.4082, -0.5477, 22.9378, 0.2024, 0.0567, -0.0431
Si, 10.9173, 6.6706, 20.5091, -0.4891, 1.0648, -0.9542
Si, 0.408, 11.3195, 15.2117, 0.5459, -2.8234, -0.1037
Si, 7.426, 8.3148, 14.8599, 1.3408, 2.3587, -0.8144
Si, 4.8364, 7.7682, 15.0928, -2.7212, 0.4558, 0.5897
Si, 8.0549, 3.7672, 15.0348, 2.7199, 2.9627, 1.1647
Si, 2.2305, 6.3395, 15.5209, -5.0743, -3.4171, -0.3187
Si, 5.3794, 12.132, 17.3057, 0.6935, 0.5034, 3.5665
Si, 5.964, 3.473, 16.8841, 1.9142, -1.7232, 5.3861
Si, 2.8754, 3.9919, 16.9567, 0.3118, -6.1531, -2.8863
Si, 10.2216, 3.9826, 21.9578, -0.3918, 3.6558, 2.1991
Si, 1.0379, 11.3155, 19.8413, 1.7205, -1.6251, 2.4818
Si, 6.9085, -0.041, 22.3276, 2.5018, 7.5475, 6.0624
Si, 1.6757, 6.2375, 18.2215, -1.6267, 0.4019, 5.4575
Si, 9.4668, 3.0475, 19.3947, 0.6015, 0.1059, -1.9365
Si, 9.7133, 9.7187, 16.6876, -2.2134, 2.1752, -4.3517
Si, 8.8364, 7.9853, 18.7806, -2.1506, 0.7914, 1.8365
Si, 5.5062, 2.438, 23.0415, 1.4593, -0.4364, -0.9509
Si, 7.3444, -1.192, 19.5718, -1.7937, 1.7266, 2.2998
Si, 2.5221, 0.7973, 17.4476, 1.3704, 1.5683, 3.348
Si, 7.6427, 2.8691, 21.4443, 1.4829, -3.8195, 3.8106
Si, 2.075, 8.3884, 20.4012, -1.8974, -1.8951, -3.2187
Si, 8.2836, 5.1989, 17.668, -0.1064, 0.0053, -2.5349
Si, 9.5016, 11.8525, 18.6231, 3.3981, 3.834, 0.0227
Si, 9.5116, 1.2931, 14.4183, 0.3616, -4.0719, -2.3328
Si, 5.332, 10.4682, 14.7397, 4.7671, -0.429, 5.8067
Si, 2.9355, 8.7877, 22.9342, 3.2699, -1.5804, 0.8142
O, 1.8425, 12.3044, 18.9796, 1.5571, 1.9869, -3.0087
O, 2.4984, 7.3973, 19.0942, -0.737, -0.5206, 0.3237
O, -0.9163, 5.7489, -0.2243, 0.1473, 1.5975, 0.957
O, 6.6867, 2.8582, 24.1205, -0.4808, -0.8298, -1.1149
O, 8.0056, 1.2339, 22.0175, -1.7759, 1.417, -0.1318
O, 0.6942, 7.6458, 21.0863, 2.5379, 1.9652, -0.2942
O, 7.9703, 2.733, 19.9535, 1.5286, 0.7675, -3.5276
O, 2.2669, 4.5796, 15.5699, 0.3085, 2.7555, 0.5938
O, 2.8964, 3.681, -1.5969, 0.533, 0.3553, 1.4691
O, 4.4316, 9.3865, 15.44, -0.9942, -3.7567, -0.0086
O, 6.2305, 7.7375, -1.0481, -0.2431, 1.7767, -1.5401
O, 9.2739, 11.2196, 17.2156, -0.2683, -1.6304, -1.8758
O, 1.637, 9.6245, 22.8992, -2.9063, 1.1468, -0.8337
O, 6.3256, 7.4628, 15.6463, -1.6069, -0.4249, 0.4894
O, 6.7717, 5.4634, -0.303, -0.4662, 1.485, 1.3566
O, 10.6618, 5.5937, 21.6173, -1.0409, -3.0763, 1.3798
O, 6.6137, 9.6674, 14.1589, 0.6726, -2.1142, 0.2575
O, 9.0059, -2.4121, 12.4783, -0.5268, 1.4732, -0.1975
O, 5.5363, 0.8081, 22.7059, -0.4617, 0.9549, 0.7369
O, 1.384, 1.8825, 12.7742, 0.0348, -1.4762, -0.6747
O, 1.5794, 6.8523, 14.167, -0.6308, 0.3598, -2.2407
O, 1.3029, 0.1045, 21.5059, -0.0393, -0.7112, -1.9138
O, 1.4039, -0.7783, 13.8972, 0.3114, 1.6922, -2.2517
O, 4.915, 4.9048, 12.742, -0.1033, 1.3642, -1.1611
O, 4.9268, 2.0154, 12.7802, 0.0656, -1.0254, -0.1789
O, 3.624, 6.8332, 15.8213, 5.9923, 2.6073, -0.178
O, 1.3726, 4.7581, 12.8262, -0.4906, 0.359, -1.1076
O, 4.4824, 3.8674, 16.9547, -2.1767, 0.992, -0.3
O, 8.3463, 4.3675, 13.557, 0.5964, -1.7765, -1.4597
O, 9.4658, 1.9688, 12.9318, 0.0725, 0.6276, -0.7021
O, 2.4221, 4.7502, 18.2019, -1.5026, 3.4375, 2.3685
O, 8.2019, 6.7181, 18.0715, -0.3113, 1.1846, -0.5189
O, 8.6393, 4.966, 16.0769, -0.3028, -1.218, -0.9023
O, 6.8893, 4.5112, 17.8561, -3.1284, -2.0207, -0.7324
O, 6.1414, 3.2041, 21.6675, -3.5312, -0.242, 1.6967
O, 8.0777, 7.2584, 13.8214, 0.4221, 0.8119, -1.7002
O, 7.3729, 3.2194, -1.2729, -0.5517, -0.2028, 0.4643
O, 6.1131, 1.9212, 17.576, 0.143, 1.604, -1.0082
O, 9.5175, 7.4876, 20.1336, 0.9561, -0.3126, 0.5208
O, 10.9483, 9.982, 15.7221, 1.1106, 1.0175, -0.5693
O, 1.2614, 6.8144, 16.817, 0.8182, -0.6357, -2.3865
O, 0.0467, -0.4862, 23.7311, -2.2878, -1.7879, 2.2204
O, 6.5684, 3.5174, 15.4641, -0.8836, -0.1704, -2.5582
O, -0.4806, -0.5511, -1.2864, -0.6026, -1.4301, 2.0823
O, -0.8703, 8.7188, -0.3358, -0.0912, 0.4245, -0.0221
O, 5.9545, 11.131, 18.5195, 0.2482, 0.4272, -0.0201
O, 9.9238, 1.779, 18.4419, -0.4589, -0.3264, 1.0452
O, 5.8629, 11.4849, 16.0155, 0.7427, -2.3439, -4.9356
O, 3.888, 9.8493, 23.7653, -0.0199, 0.4442, 0.5166
O, 6.8142, -0.9463, 21.2096, -0.6969, -6.3073, -8.7218
O, 10.888, 11.3108, 19.2821, -2.9631, -0.3496, -0.8256
O, 7.7984, -2.672, 19.2472, 1.6332, -1.769, -0.5847
O, 4.9139, -0.427, 13.8116, -2.5761, 4.0983, -5.5273
O, 8.6081, 3.907, 22.2236, 0.3276, 0.3918, -0.3052
O, 8.782, 2.3378, 15.2543, -1.2091, 1.8817, 2.385
O, 2.4357, 0.2694, 23.8615, 2.9128, -0.2807, 1.2747
O, 1.4186, 11.7469, 16.3562, -0.8778, -1.5755, -0.9047
O, 2.3318, 2.3273, 17.0472, 0.8527, 3.2639, -0.0656
O, 3.8155, 12.0743, 17.3934, -1.7762, -0.0391, -0.2696
O, 8.7477, -0.172, 14.0537, 0.7936, 0.8262, -1.7779
O, 1.7745, 9.8309, 19.7081, -0.7058, 0.284, 1.1353
O, 8.5911, -0.1687, 19.6673, -1.7578, -0.7886, 1.1365
O, 2.8948, 5.944, -0.3335, -0.0907, 0.1702, 1.2936
O, 3.0174, -2.8847, -0.2642, 0.1293, 1.0889, 1.0197
O, 8.4904, 9.0032, 15.8213, 0.8328, 0.4259, 0.6451
O, 4.7437, 7.4947, 13.4703, 0.0897, 0.5058, 2.0736
O, 9.8771, 8.7718, 17.862, 1.3007, -2.005, 2.8523
O, 9.3936, 4.5242, 18.5249, 1.9418, -3.7763, 3.0112
O, 10.9112, 0.8015, 15.0268, -1.2906, 2.1032, -0.2713
O, 3.3571, 8.4514, 21.3571, -0.3065, 0.1509, 2.3461
O, 0.2549, 5.9728, 19.1656, 2.0495, 0.0907, -1.9868
O, 10.4988, 3.1154, 20.7016, 0.0376, -1.1627, -3.2448

Results
free energy: -47195.264 eV
free energy less fixed offsets of O -463.61, Si -117.95 eV per atom: -15.194 eV
pressure: 0.68 GPa
stress xx, yy, zz, yz, xz, xy (GPa, positive in tension): -5.32, 5.01, -1.74, -0.69, 1.05, -0.79

The program warned: the forces do not sum to zero within the program's tolerance.
